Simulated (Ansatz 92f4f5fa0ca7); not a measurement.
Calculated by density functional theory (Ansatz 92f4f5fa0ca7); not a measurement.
Periodic cell of 444 atoms, Si288O156, from a study of silicon, its oxide and their interface. The atomic structure is a simulated model.
Doubt: the cutoff is far below the 930 eV that the study's wrapper takes by default for these files, so forces and energies are approximate.
This geometry differs little from another in the collection (a relaxation step or a small displacement).

Settings
functional: PBE
potential files: Ansatz PAW
basis: plane waves
wave-function cutoff: 580 eV
density cutoff ratio: 5
exchange-correlation grid ratio: 1
k mesh: 1 x 1 x 1, Gamma-centred
self-consistency stop: 5e-08 eV per atom in the density residual
occupations: fixed
spin: none
net charge: 0

Cell vectors (angstrom)
a	15.4687	0	0
b	0	15.4687	0
c	0.2806	1.4845	34.4661

Atoms and the computed forces on them: element, x, y, z (angstrom), force x, y, z (eV/angstrom)
Si	0.389	2.172	25.403	0.02	-0.183	-0.107
Si	0.291	4.679	25.574	-0.012	0.194	-0.051
Si	0.252	9.3	25.737	-0.007	0.068	-0.019
Si	0.352	-3.017	25.514	-0.046	-0.062	-0.082
Si	4.252	2.235	25.713	0.018	-0.026	0.065
Si	4.223	4.658	25.707	0.03	-0.024	0.009
Si	4.182	9.044	26.096	-0.022	-0.019	-0.072
Si	3.975	-2.057	25.545	-0.034	0.25	-0.167
Si	8.006	1.072	25.546	0.046	-0.054	-0.021
Si	7.933	6.296	25.66	0.014	-0.114	-0.11
Si	8.008	8.788	25.778	-0.004	0.117	-0.083
Si	7.815	-2.082	25.747	-0.029	0.023	-0.086
Si	-3.575	2.282	25.348	0.005	-0.206	-0.13
Si	-3.686	4.808	25.511	-0.032	0.211	-0.075
Si	-3.564	9.384	25.722	0.003	0.052	-0.039
Si	-3.204	-2.998	25.319	-0.02	-0.015	-0.041
Si	2.241	1.585	26.856	0.023	-0.056	-0.059
Si	2.209	5.187	26.925	0.025	-0.027	-0.041
Si	2.134	9.053	27.16	0.022	0.019	-0.04
Si	2.16	-2.507	26.923	0.03	0.01	0.027
Si	6.141	1.577	26.959	-0.026	-0.014	0.018
Si	6.109	5.426	26.95	-0.04	0.029	0.001
Si	6.184	9.301	27.187	0.03	-0.003	-0.014
Si	5.883	-2.241	26.981	-0.044	0.026	0.032
Si	10.016	1.542	26.755	-0.03	-0.031	-0.023
Si	9.881	5.407	26.84	0.005	0.014	0.02
Si	9.947	9.228	27.015	0.005	0.004	0.007
Si	9.783	-2.328	26.971	0.057	0.022	-0.017
Si	-1.625	1.587	26.643	0.008	0.007	0.046
Si	-1.691	5.231	26.817	0.014	0.001	0.013
Si	-1.662	9.167	27.069	-0.002	0.025	-0.01
Si	-1.55	-2.53	26.882	0.016	-0.038	-0.004
Si	2.207	3.357	28.392	-0.034	0.056	0.013
Si	2.163	7.097	28.371	0.012	0.023	0.017
Si	2.222	11.089	28.375	-0.005	-0.027	-0.004
Si	2.163	-0.449	28.183	0.021	0.026	-0.018
Si	6.209	3.489	28.329	-0.006	-0.035	0.022
Si	6.055	7.292	28.419	0.001	0.005	-0.011
Si	6.078	11.298	28.371	-0.008	-0.034	0.024
Si	6.016	-0.343	28.36	-0.007	0	-0.056
Si	9.885	3.44	28.219	0.025	0.001	-0.032
Si	10.002	7.269	28.328	-0.038	-0.014	-0.007
Si	9.934	11.192	28.325	0.012	0.014	-0.016
Si	9.993	-0.366	28.264	-0.022	0.022	-0.011
Si	-1.668	3.361	28.268	0.012	0.005	0.001
Si	-1.662	7.164	28.271	-0.002	-0.016	-0.008
Si	-1.629	11.122	28.394	0.001	-0.008	-0.054
Si	-1.65	-0.431	28.081	-0.002	0.01	-0.014
Si	0.248	3.413	29.692	-0.007	-0.004	0.02
Si	0.237	7.238	29.69	-0.015	0	0.015
Si	0.295	11.15	29.726	0.015	0.021	0.016
Si	0.244	-0.432	29.589	-0.019	-0.014	0.006
Si	4.2	3.42	29.665	0.016	-0.005	0.012
Si	4.107	7.271	29.718	-0.015	-0.006	0.012
Si	4.152	11.151	29.714	0.018	0.012	-0.002
Si	4.067	-0.433	29.664	0.009	-0.017	-0.001
Si	8.067	3.419	29.718	0	0.007	-0.003
Si	8.04	7.265	29.689	0.008	0.012	0.011
Si	8.018	11.188	29.704	-0.001	-0.006	-0.006
Si	8.021	-0.424	29.648	0.006	0	0.016
Si	-3.621	3.415	29.623	0	-0.008	0.019
Si	-3.56	7.266	29.691	0.016	-0.009	0.013
Si	-3.594	11.16	29.696	-0.013	0.002	0.005
Si	-3.539	-0.439	29.614	0.015	-0.017	0.013
Si	0.281	1.485	31.047	-0.161	-0.169	-0.198
Si	0.281	5.352	31.047	-0.238	-0.209	0.277
Si	0.281	9.219	31.047	0.003	-0.302	0.02
Si	0.281	-2.383	31.047	-0.069	0.377	-0.21
Si	4.148	1.485	31.047	-0.074	0.079	-0.029
Si	4.148	5.352	31.047	0.071	-0.209	0.183
Si	4.148	9.219	31.047	-0.096	-0.079	0.181
Si	4.148	-2.383	31.047	-0.157	0.214	-0.006
Si	8.015	1.485	31.047	0.071	-0.114	0.099
Si	8.015	5.352	31.047	0.222	0.011	0.26
Si	8.015	9.219	31.047	-0.02	-0.007	-0.104
Si	8.015	-2.383	31.047	0.158	0.406	0.048
Si	-3.587	1.485	31.047	0.037	0.002	-0.389
Si	-3.587	5.352	31.047	-0.01	-0.249	-0.082
Si	-3.587	9.219	31.047	0.07	-0.06	-0.048
Si	-3.587	-2.383	31.047	0.087	0.262	-0.191
Si	1.931	0.013	3.408	0	-0.005	0.003
Si	1.935	3.851	3.403	-0.004	0.001	0.003
Si	1.933	7.754	3.405	-0.003	-0.004	0.002
Si	1.934	-3.885	3.403	-0.005	0.003	0.003
Si	5.806	0.023	3.405	0.002	-0.005	0.006
Si	5.807	3.864	3.411	0.003	0.002	0.003
Si	5.806	7.757	3.408	0	0	0.001
Si	5.803	-3.892	3.401	0.006	0.003	0.007
Si	9.671	0.018	3.416	-0.004	-0.003	0.007
Si	9.668	3.864	3.423	0.002	0	0.004
Si	9.669	7.749	3.423	-0.001	0	0.005
Si	9.671	-3.895	3.413	-0.003	0.003	0.009
Si	-1.937	0.007	3.422	0.002	0.001	0.004
Si	-1.939	3.852	3.416	0.005	0.003	0.007
Si	-1.937	7.755	3.416	0.001	0.001	0.006
Si	-1.935	-3.883	3.418	-0.002	0.005	0.002
Si	1.941	1.935	4.803	-0.004	-0.001	-0.007
Si	1.946	5.802	4.712	0.002	0.002	0.002
Si	1.931	9.671	4.806	0.003	-0.001	-0.012
Si	1.926	-1.941	4.721	0	0.004	0.008
Si	5.818	1.945	4.805	-0.002	0.003	-0.005
Si	5.828	5.817	4.734	0.01	-0.003	0.005
Si	5.809	9.669	4.814	0.003	-0.007	-0.01
Si	5.809	-1.939	4.7	0.003	0.005	0.005
Si	9.678	1.943	4.821	-0.001	0.004	-0.009
Si	9.66	5.809	4.767	-0.009	0.002	0.012
Si	9.668	9.662	4.835	0.002	-0.007	-0.013
Si	9.69	-1.943	4.723	-0.004	-0.002	0.01
Si	-1.937	1.93	4.821	-0.003	-0.002	-0.01
Si	-1.96	5.805	4.736	0.002	-0.001	0.008
Si	-1.946	9.672	4.826	0.003	0	-0.013
Si	-1.929	-1.943	4.756	0.005	-0.002	0.017
Si	0.01	1.916	6.181	0	-0.001	-0.011
Si	0	5.79	6.027	0.005	-0.004	0.073
Si	-0.002	9.679	6.185	0	-0.013	-0.001
Si	0.015	-1.956	6.099	-0.001	0.007	0.05
Si	3.882	1.952	6.168	0.001	-0.012	-0.015
Si	3.89	5.821	6.044	-0.008	-0.002	0.045
Si	3.869	9.677	6.173	-0.001	0.003	-0.009
Si	3.874	-1.925	6.026	0.004	0.002	0.048
Si	7.745	1.965	6.197	0.001	-0.026	-0.023
Si	7.731	5.833	6.137	-0.002	0.008	0.034
Si	7.732	9.659	6.217	-0.001	0.011	-0.01
Si	7.744	-1.952	6.031	-0.008	-0.014	0.062
Si	-3.864	1.934	6.217	-0.002	-0.01	-0.018
Si	-3.881	5.811	6.121	0.008	-0.005	0.039
Si	-3.874	9.663	6.229	0	-0.001	-0.007
Si	-3.865	-1.961	6.103	-0.004	-0.01	0.042
Si	0.05	-0.053	7.51	0.003	-0.037	0.022
Si	0.017	3.906	7.456	-0.014	0.047	0.025
Si	-0.013	7.679	7.437	0.002	-0.039	0.015
Si	-0.005	-3.844	7.55	-0.001	0.037	0.033
Si	3.898	-0.037	7.445	-0.002	-0.051	0.002
Si	3.91	3.936	7.459	-0.001	0.049	0.007
Si	3.872	7.703	7.475	0.002	-0.044	-0.001
Si	3.862	-3.802	7.45	0.001	0.046	0.002
Si	7.755	-0.056	7.424	-0.005	-0.044	0.031
Si	7.74	3.931	7.551	-0.003	0.038	0.04
Si	7.713	7.725	7.601	0.006	-0.034	0.044
Si	7.737	-3.821	7.49	0.017	0.053	0.035
Si	-3.844	-0.06	7.51	0.007	-0.041	-0.006
Si	-3.864	3.911	7.543	0.004	0.054	0.013
Si	-3.9	7.703	7.567	-0.013	-0.039	0.001
Si	-3.886	-3.846	7.563	0.006	0.058	0.019
Si	2.017	-0.352	8.817	-0.001	-0.138	0.073
Si	1.971	4.252	8.731	-0.001	0.153	0.097
Si	1.92	7.377	8.737	-0.003	-0.147	0.122
Si	1.968	-3.493	8.814	0.01	0.132	0.067
Si	5.833	-0.353	8.744	0.01	-0.145	0.137
Si	5.79	4.254	8.863	-0.007	0.123	0.071
Si	5.736	7.412	8.897	-0.003	-0.118	0.073
Si	5.784	-3.483	8.761	0	0.149	0.122
Si	-5.81	-0.388	8.764	-0.019	-0.124	0.188
Si	-5.791	4.265	8.874	-0.001	0.119	0.076
Si	-5.821	7.428	8.956	-0.006	-0.121	0.063
Si	-5.837	-3.53	8.882	-0.015	0.126	0.048
Si	-1.891	-0.392	8.801	0.004	-0.154	0.097
Si	-1.891	4.221	8.807	0.009	0.142	0.055
Si	-1.916	7.362	8.787	0.013	-0.146	0.128
Si	-1.951	-3.539	8.887	-0.007	0.12	0.061
Si	4.114	0.678	23.982	-0.025	-0.043	0.015
Si	2.214	1.485	32.415	0.033	0.064	-0.013
Si	2.214	5.352	32.415	0.002	-0.083	-0.005
Si	2.214	9.219	32.415	0.015	-0.013	0.022
Si	2.214	-2.383	32.415	0.028	0.082	0.007
Si	6.081	1.485	32.415	0.008	-0.066	-0.011
Si	6.081	5.352	32.415	-0.022	-0.033	-0.001
Si	6.081	9.219	32.415	-0.005	-0.058	-0.004
Si	6.081	-2.383	32.415	0.006	0.09	-0.024
Si	-5.52	1.485	32.415	-0.03	-0.093	0
Si	-5.52	5.352	32.415	-0.027	-0.018	0.022
Si	-5.52	9.219	32.415	0.015	0.002	-0.002
Si	-5.52	-2.383	32.415	-0.026	0.133	-0.001
Si	-1.653	1.485	32.415	0.017	0.021	-0.002
Si	-1.653	5.352	32.415	0.038	-0.112	0.028
Si	-1.653	9.219	32.415	-0.01	0.016	0.014
Si	-1.653	-2.383	32.415	-0.011	0.033	-0.004
Si	2.214	3.418	33.782	-0.056	0.016	0.022
Si	2.214	7.285	33.782	0.019	0.007	0.001
Si	2.214	-4.316	33.782	-0.06	-0.019	0.001
Si	2.214	-0.449	33.782	0.005	-0.012	0.004
Si	6.081	3.418	33.782	-0.009	0.007	0.006
Si	6.081	7.285	33.782	0.019	-0.003	0.013
Si	6.081	-4.316	33.782	-0.01	-0.009	-0.022
Si	6.081	-0.449	33.782	0.014	0.013	0.014
Si	-5.52	3.418	33.782	0.036	0.022	0.004
Si	-5.52	7.285	33.782	0.015	-0.026	0.007
Si	-5.52	-4.316	33.782	0.032	0.003	-0.021
Si	-5.52	-0.449	33.782	0.028	0.002	0.019
Si	-1.653	3.418	33.782	-0.011	0.036	0.023
Si	-1.653	7.285	33.782	-0.035	-0.012	-0.007
Si	-1.653	-4.316	33.782	0.018	-0.012	-0.001
Si	-1.653	-0.449	33.782	-0.034	0.003	0.005
Si	0	1.934	0.683	-0.027	0.002	-0.026
Si	0	5.801	0.683	-0.013	-0.005	0.012
Si	0	-5.801	0.683	-0.011	0.01	-0.032
Si	0	-1.934	0.683	-0.01	0.016	0.02
Si	3.867	1.934	0.683	0.012	-0.011	-0.039
Si	3.867	5.801	0.683	-0.007	-0.011	0.012
Si	3.867	-5.801	0.683	-0.004	0.012	-0.046
Si	3.867	-1.934	0.683	0.02	0.006	0.009
Si	7.734	1.934	0.683	0.026	-0.034	-0.038
Si	7.734	5.801	0.683	0.011	-0.002	0.012
Si	7.734	-5.801	0.683	0.028	0.008	-0.045
Si	7.734	-1.934	0.683	0.017	-0.007	0.017
Si	-3.867	1.934	0.683	-0.002	-0.032	-0.027
Si	-3.867	5.801	0.683	0.013	0.031	0.022
Si	-3.867	-5.801	0.683	0.009	0.003	-0.028
Si	-3.867	-1.934	0.683	-0.027	-0.001	0.027
Si	0	0	2.05	-0.061	0.112	-0.021
Si	0	3.867	2.05	-0.055	-0.087	-0.036
Si	0	7.734	2.05	-0.049	0.105	-0.045
Si	0	-3.867	2.05	-0.045	-0.126	-0.054
Si	3.867	0	2.05	0.006	0.105	-0.051
Si	3.867	3.867	2.05	0.054	-0.08	-0.064
Si	3.867	7.734	2.05	0.028	0.108	-0.062
Si	3.867	-3.867	2.05	0.003	-0.13	-0.11
Si	7.734	0	2.05	0.062	0.114	-0.065
Si	7.734	3.867	2.05	0.056	-0.083	-0.041
Si	7.734	7.734	2.05	0.067	0.115	-0.042
Si	7.734	-3.867	2.05	0.054	-0.119	-0.081
Si	-3.867	0	2.05	0.015	0.105	-0.017
Si	-3.867	3.867	2.05	-0.046	-0.085	-0.021
Si	-3.867	7.734	2.05	-0.028	0.1	-0.007
Si	-3.867	-3.867	2.05	0.018	-0.117	-0.041
Si	1.775	1.973	10.939	0.025	0.023	0.053
Si	3.756	-5.75	13.271	0.007	-0.016	0.066
Si	1.63	-5.801	10.943	0.014	-0.014	0.037
Si	4.092	8.446	15.775	-0.031	0	-0.027
Si	-5.202	4.056	15.601	-0.012	-0.054	0.007
Si	6.147	1.922	10.989	-0.026	-0.036	0.047
Si	0.663	1.887	19.652	-0.016	-0.031	-0.028
Si	-4.149	-0.889	17.955	-0.019	-0.018	0.014
Si	9.288	1.921	10.975	0.028	-0.049	-0.006
Si	-5.347	-5.747	14.202	0.053	0.012	0.019
Si	9.162	-5.761	11.143	-0.002	0.017	0
Si	9.175	-0.532	15.677	0.021	0.038	0.001
Si	-1.394	1.916	10.935	-0.021	0	0.018
Si	-1.531	-5.839	11.015	-0.004	-0.012	-0.001
Si	4.856	3.179	15.801	-0.028	-0.023	-0.036
Si	-5.148	1.553	13.871	0.034	0	0.027
Si	2.914	1.932	17.66	0.011	-0.034	-0.037
Si	-2.27	9.572	14.033	-0.044	0.025	0.032
Si	1.387	0.969	22.558	0.043	-0.033	-0.03
Si	2.596	-4.629	15.786	0.02	0.009	-0.004
Si	6.941	1.262	17.151	-0.005	0.01	-0.003
Si	5.473	5.948	16.689	-0.033	-0.025	0.033
Si	6.369	10.104	17.17	-0.041	-0.01	0.043
Si	2.251	10.888	21.291	-0.081	0.001	-0.172
Si	-2.092	1.611	13.932	-0.012	-0.008	0.037
Si	7.385	10.976	23.626	0.015	0.025	-0.064
Si	5.986	-5.727	11.037	-0.017	0.046	0.035
Si	-3.848	1.766	19.375	-0.012	-0.001	-0.022
Si	-0.237	-0.683	15.135	0.032	-0.002	0.029
Si	-5.269	7.036	15.737	-0.002	0.047	-0.007
Si	-0.509	-3.753	15.463	0.003	0.014	0.055
Si	8.572	-3.57	16.053	0.027	-0.028	0.028
Si	-4.018	0.955	22.396	-0.037	-0.03	-0.031
Si	-1.613	3.797	18.689	0.016	0.035	-0.007
Si	-1.337	6.963	18.867	0.005	0.048	0.016
Si	9.501	-2.979	18.991	0.03	-0.025	0.045
Si	-1.87	-2.995	18.147	0.015	-0.018	0.011
Si	0.257	-0.897	18.163	0.003	-0.024	-0.027
Si	4.957	10.672	19.98	-0.055	0.012	0
Si	3.995	6.913	23.99	0.062	0.034	-0.019
Si	9.09	3.037	18.356	0.013	0.009	0.012
Si	-1.998	4.065	15.688	0.004	-0.042	0.012
Si	8.388	6.777	22.734	-0.016	-0.007	-0.14
Si	2.702	-0.02	15.227	0.018	0.012	-0.021
Si	3.924	1.831	13.229	0.007	-0.009	0.085
Si	5.698	7.913	21.523	0.048	-0.014	-0.153
Si	-3.596	-4.197	20.41	0.033	-0.015	-0.042
Si	0.504	-2.079	22.423	0.011	-0.041	-0.146
Si	-2.098	7.051	15.839	0.006	0.043	0.042
Si	7.2	-3.063	21.104	-0.048	0.022	-0.078
Si	0.251	8.342	21.001	-0.051	0.116	-0.091
Si	4.847	-0.223	18.922	0.005	-0.011	-0.023
Si	6.209	-0.23	21.776	-0.02	-0.004	-0.035
Si	0.849	7.026	23.678	-0.026	0.003	-0.094
Si	4.234	11.057	23.746	-0.024	-0.021	-0.085
Si	8.434	1.676	22.549	0.023	-0.008	-0.128
Si	6.277	5.836	19.516	-0.025	0.007	0.067
Si	-4.116	7.167	23.477	0.039	0	-0.031
Si	3.156	-2.064	17.344	-0.014	0.009	-0.005
Si	-2.592	-1.954	22.391	-0.024	-0.004	-0.12
Si	8.343	4.379	20.897	-0.06	-0.005	-0.05
Si	-2.698	8.43	21.046	0.07	0.077	-0.065
Si	7.849	7.471	17.573	0	0.002	0.038
O	-4.613	-2.256	25.687	-0.04	-0.013	0.116
O	2.195	0.606	10.152	-0.005	0.009	-0.051
O	1.976	-1.922	9.375	-0.005	-0.003	-0.176
O	2.089	3.295	10.055	-0.007	-0.024	-0.057
O	1.928	5.812	9.307	0.01	0.007	-0.182
O	-1.894	5.794	9.354	-0.013	0.017	-0.159
O	1.942	8.339	10.065	-0.012	0.024	-0.059
O	0.058	-5.726	11.314	-0.009	-0.008	-0.012
O	-3.607	3.92	15.856	0.001	0.014	0.006
O	5.838	0.622	10.065	0.01	0.016	-0.076
O	5.453	10.548	18.44	0.033	0.002	-0.041
O	5.73	3.294	10.206	0.004	-0.007	-0.059
O	5.766	5.827	9.422	0	-0.001	-0.152
O	5.582	8.361	10.249	-0.001	0.004	-0.058
O	8.026	9.639	24.316	0.003	-0.124	0.122
O	5.805	-1.915	9.324	0	0.007	-0.193
O	9.586	0.619	10.054	0	0.037	-0.081
O	9.645	-1.94	9.382	0.008	0.041	-0.177
O	-5.775	3.3	10.208	0.003	-0.037	-0.048
O	-5.803	5.833	9.45	0.003	-0.005	-0.155
O	9.635	8.359	10.33	0.009	0.006	-0.069
O	9.57	-4.449	10.253	0	-0.032	-0.055
O	8.601	-2.049	15.432	-0.019	-0.002	-0.006
O	-1.852	0.594	10.111	-0.003	0.02	-0.059
O	-5.248	-1.505	19.012	0.009	0.028	0.01
O	-1.833	3.271	10.149	-0.006	-0.035	-0.046
O	3.714	0.906	18.639	0.002	0.01	0.026
O	-1.871	8.319	10.118	0.004	0.04	-0.073
O	-1.253	-4.698	14.393	0.008	-0.008	-0.031
O	4.204	6.95	16.412	0.013	-0.012	0.019
O	-1.916	-1.952	9.398	-0.003	0.023	-0.172
O	2.782	9.288	16.321	0.005	-0.006	0.02
O	7.562	6.736	19.008	0.015	0.016	-0.048
O	3.477	-1.232	15.977	0.003	0.002	-0.012
O	7.608	2.393	18.129	0.004	-0.001	0.01
O	-5.586	-5.655	12.595	-0.006	-0.008	-0.042
O	4.636	7.657	22.715	-0.076	-0.058	0.096
O	1.291	9.601	20.961	0.015	-0.034	0.061
O	9.386	-3.515	17.462	-0.006	-0.014	-0.031
O	-5.73	8.205	14.692	-0.008	-0.028	0.004
O	3.334	10.972	20.047	0.034	-0.007	0.04
O	0.192	1.906	11.261	0.009	-0.002	-0.005
O	4.286	-1.697	18.467	0.001	0.03	0.003
O	-3.769	-5.5	14.537	-0.003	-0.014	-0.011
O	-1.512	5.358	19.169	-0.009	-0.036	0.009
O	9.389	7.236	17.138	0.005	0.001	0.011
O	-0.623	2.868	19.575	-0.004	0.009	0.022
O	3.188	10.618	22.593	0.079	-0.017	0.118
O	0.081	8.225	24.487	0.015	-0.032	0.04
O	-0.639	-2.237	14.884	-0.002	-0.007	-0.021
O	0.716	7.197	22.066	0.009	-0.039	0.131
O	2.356	1.141	16.337	0.001	0.021	0.016
O	5.424	9.33	16.105	0.03	0.005	-0.012
O	5.325	6.772	20.426	0.017	0.006	0.034
O	6.862	6.776	16.462	-0.004	-0.001	-0.022
O	1.134	-0.598	22.175	-0.006	0.02	0.057
O	-1.247	3.75	17.101	0.005	-0.001	-0.011
O	-5.733	2.921	14.561	0.003	-0.003	-0.004
O	5.712	-4.432	10.096	0.016	-0.036	-0.061
O	9.257	-4.613	14.999	-0.02	0.01	0
O	-3.694	1.751	21.002	0.009	0.008	0.012
O	-5.568	5.563	15.077	-0.011	0.011	-0.001
O	3.42	-4.539	14.35	0.003	-0.008	0.007
O	7.923	-4.147	22.109	-0.002	-0.033	0.105
O	-3.697	7.128	16.13	-0.009	-0.014	0.015
O	3.768	10.253	25.063	0.018	-0.025	0.055
O	-1.041	-2.021	21.891	-0.027	-0.007	0.054
O	5.279	1.772	12.348	0.051	0.003	-0.091
O	-2.42	-4.033	19.277	-0.001	0.02	-0.001
O	9.76	7.51	23.247	-0.007	0.019	0.055
O	3.618	-0.527	25.004	0.095	-0.069	0.091
O	4.284	5.308	24.144	-0.014	0.032	0.051
O	7.761	5.962	24.017	-0.03	0.05	0.164
O	9.521	3.804	17.009	0.006	0.018	0.001
O	-2.316	9.416	12.417	0.015	0.007	-0.053
O	3.215	-3.632	16.924	-0.015	-0.012	-0.004
O	4.094	2.974	14.378	0.007	0.004	0.012
O	2.614	2.132	12.319	-0.056	0.001	-0.086
O	7.244	7.771	22.083	0.028	-0.01	0.069
O	7.328	0.938	21.609	0.032	0.019	0.103
O	-3.505	1.743	23.746	0.002	0.111	0.202
O	0.35	0.351	19.191	0.001	0.028	0.033
O	-1.316	7.264	17.263	-0.004	-0.01	-0.037
O	9.824	0.813	22.507	-0.037	0.013	0.036
O	-5.231	1.775	12.274	-0.038	0.012	-0.053
O	7	-1.651	21.889	-0.014	0.031	0.067
O	0.501	1.514	23.842	-0.046	0.083	0.169
O	-3.092	3.123	18.874	0.011	0.003	0.017
O	-3.328	7.33	22.064	-0.021	-0.024	0.075
O	1.113	1.863	21.219	-0.007	0.025	0.006
O	7.954	1.88	24.101	-0.026	0.006	0.038
O	-1.229	-3.867	16.928	0.006	-0.002	-0.006
O	0.528	-2.304	24.04	-0.002	-0.011	0.108
O	-1.671	5.596	15.212	0.012	0.005	-0.01
O	5.7	-3.532	20.679	0.041	0	0.046
O	-3.827	5.652	24.052	0	-0.09	0.134
O	-1.469	2.956	14.623	0.001	0.023	0.007
O	0.322	10.836	25.113	0.01	0.027	0.088
O	-3.528	8.254	24.534	-0.012	-0.051	0.035
O	7.718	1.971	11.404	0.012	-0.001	-0.012
O	4.61	7.641	25.314	-0.024	-0.007	0.02
O	2.079	-4.449	10.151	-0.005	-0.021	-0.047
O	4.114	-2.828	24.083	0.005	-0.009	0.129
O	1.039	-4.232	15.578	-0.016	-0.003	-0.003
O	7.938	-0.54	25.119	0.004	-0.01	0.094
O	7.56	-5.803	11.425	-0.008	0.002	-0.015
O	-4.927	-0.502	16.579	-0.004	0.001	-0.013
O	-5.071	-4.076	19.763	-0.006	0.002	-0.007
O	7.734	-3.192	24.534	0.02	0.027	0.045
O	5.414	5.37	18.222	0	0.012	-0.032
O	1.693	-1.633	17.925	-0.005	-0.006	0.02
O	5.197	-0.245	20.504	-0.007	-0.002	0.025
O	8.606	3.162	21.925	-0.005	-0.014	0.045
O	8.886	5.732	21.599	0.004	0.015	0.044
O	1.344	-3.229	21.57	-0.01	0.065	0.104
O	-3.48	10.877	25.007	0.012	0.053	0.096
O	5.388	0.089	23.146	0.008	0.001	0.015
O	6.157	0.167	18.055	0.003	0	0.005
O	5.784	10.692	23.446	-0.011	-0.005	0.034
O	-1.198	8.907	21.498	-0.017	-0.035	0.052
O	-2.627	-2.332	23.958	-0.008	-0.013	0.055
O	-0.336	-0.355	16.736	-0.01	0.021	0.005
O	7.542	9.073	17.678	0.019	-0.014	0.008
O	-2.023	-4.477	10.25	0.005	-0.045	-0.048
O	-0.733	-2.023	18.801	-0.001	0.009	0.008
O	1.284	-0.482	14.584	-0.016	-0.003	0
O	3.971	8.342	14.143	0.002	0.022	0.017
O	-3.343	0.363	18.662	-0.002	-0.003	0.013
O	-3.447	-3.035	21.534	0.015	0.048	0.053
O	5.415	9.339	20.809	0.005	-0.041	0.058
O	5.103	-5.505	12.39	0.036	-0.004	-0.093
O	8.064	-2.87	19.738	-0.002	0.004	0.009
O	-3.623	1.338	14.396	-0.026	0.015	-0.008
O	0.037	7.587	19.55	-0.011	-0.044	-0.01
O	2.46	9.554	12.321	-0.051	-0.004	-0.083
O	-3.269	-0.481	22.24	0.009	-0.027	0.033
O	6.771	4.582	20.449	0.014	0.019	0.013
O	8.07	0.412	16.383	0.008	-0.013	-0.003
O	-1.216	0.3	14.308	-0.003	0.017	-0.014
O	-2.166	1.873	12.344	0.008	0.004	-0.042
O	7.055	-4.085	16.41	-0.008	0.011	-0.009
O	2.971	1.124	22.907	0.026	-0.018	0.053
O	-3.075	-2.056	17.572	-0.007	0.019	-0.005
O	5.49	4.67	15.696	0.013	0.034	0.012
O	0.313	5.544	24.122	0.004	-0.064	0.117
O	3.823	3.149	17.076	0.005	0.007	0.02
O	-3.588	9.782	21.048	-0.024	-0.004	0.031
O	-2.604	7.739	19.565	-0.009	-0.03	0.014
O	-5.393	1.838	18.845	0.012	-0.008	0.014
O	9.158	4.165	19.518	0.003	-0.019	-0.004
O	5.976	2.009	16.057	0.005	0.012	0.003
O	1.742	2.538	18.605	0.008	0.014	0.032
O	2.411	7.192	24.048	0.008	-0.015	0.036
O	3.692	0.424	14.02	0.001	0.018	0.003
O	9.499	0.192	14.25	-0.003	0.006	0.005
O	-1.727	8.206	14.754	0.01	-0.019	-0.002

Results
free energy: -271813.066 eV
free energy less fixed offsets of O -568.88, Si -635.61 eV per atom: -12.106 eV

The program warned: the cutoff lies below the one the program advises for these potential files; the exchange-correlation potential is rough where the density is thin.
